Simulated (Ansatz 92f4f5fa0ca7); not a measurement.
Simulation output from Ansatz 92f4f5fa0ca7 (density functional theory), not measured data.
Periodic cell of 280 atoms, Si144O88H32N16, with a vacuum gap, from a study of silicon, its oxide and their interface. The atomic structure is a simulated model.

Settings
functional: r2SCAN
potential files: Ansatz PAW
basis: plane waves
wave-function cutoff: 800 eV
density cutoff ratio: 5
exchange-correlation grid ratio: 1
k mesh: 1 x 1 x 1, shifted by 0.5 0.5 0 of a step
self-consistency stop: 1e-11 eV per atom in the density residual
occupations: fixed
spin: none
net charge: 0
applied field: sawtooth along c, amplitude -0.015 V/angstrom in the program's sign convention, ramp centred at 0.9894 of c and 0.0212 of c wide, no dipole correction

Cell vectors (angstrom)
a	10.887	0	0
b	0	10.887	0
c	0	0	47.0789

Atoms and the computed forces on them: element, x, y, z (angstrom), force x, y, z (eV/angstrom)
Si	-0.0317	-0.1929	33.3792	-0.0015	0.0025	-0.0358
Si	2.8528	2.2813	33.475	0.0055	0.0028	-0.0304
Si	-0.2016	5.4697	33.388	0.0021	-0.0053	-0.0347
Si	2.5289	8.8577	33.524	0.0096	0.0118	-0.0104
Si	4.6705	-0.2087	33.5896	-0.0138	-0.0041	-0.0009
Si	7.6125	2.6778	33.3787	0.0012	-0.0062	-0.0318
Si	5.6658	5.1004	33.5325	-0.0011	0.0146	-0.0258
Si	8.3606	7.589	33.0817	-0.0153	-0.0074	-0.037
Si	1.1965	1.2822	34.7831	0.0032	0.0001	-0.009
Si	3.9853	3.9681	34.6968	0.0004	-0.0127	-0.0111
Si	1.3959	6.851	34.5068	-0.004	0.0055	-0.0119
Si	3.8232	9.4901	35.3295	-0.0088	0.0157	-0.0239
Si	6.5473	1.0504	34.6608	-0.0185	0.0019	-0.0123
Si	9.3605	3.935	34.6265	-0.0056	0.0009	-0.0219
Si	6.8745	6.6642	34.7358	0.0065	-0.0076	-0.0192
Si	9.3723	9.3112	34.5141	0.0083	-0.0026	-0.0064
Si	-0.1018	2.7187	36.0558	0.006	-0.0002	0.0091
Si	2.4795	0.09	36.3939	0.0201	-0.0183	0.0075
Si	-0.0393	8.1119	35.9579	0.0006	-0.0014	0.0078
Si	2.6823	5.4561	35.9676	0.0027	-0.0053	0.0076
Si	5.3313	2.5736	36.0735	-0.0017	0.0082	0.0027
Si	8.0948	-0.152	35.9531	0.0047	0.0078	0.0123
Si	5.4686	8.0493	36.1326	0.0061	-0.0029	0.0125
Si	8.1575	5.319	36.1312	-0.0143	0.0119	0
Si	1.3167	4.1056	37.368	0.0098	-0.0035	0.0224
Si	3.9966	1.3908	37.568	0.0121	-0.0042	0.0149
Si	1.1869	9.4493	37.5138	0.0044	-0.0113	0.0249
Si	4.061	6.7066	37.4317	-0.0118	-0.0022	0.0211
Si	6.7453	3.9595	37.4215	-0.0082	-0.0053	0.0128
Si	9.4506	1.2677	37.351	-0.0101	-0.022	0.028
Si	6.7884	9.4786	37.4403	-0.0298	-0.0125	0.0232
Si	9.5441	6.7496	37.3968	-0.0233	-0.0102	0.0171
Si	-0.1053	-0.0236	38.8257	-0.0136	0.0396	0.1997
Si	2.6634	2.791	38.834	-0.0376	0.0182	0.19
Si	0.0147	5.4431	38.7839	-0.0171	0.0163	0.187
Si	2.6925	8.1315	38.7701	0.0454	-0.0342	0.1744
Si	5.4174	-0.0238	38.7974	0.0319	-0.0255	0.1746
Si	8.1487	2.6401	38.7665	-0.0465	0.0622	0.1765
Si	5.4226	5.3629	38.7923	0.0271	0.0104	0.175
Si	8.1748	8.1293	38.7677	0.0267	-0.0256	0.18
Si	1.3241	1.358	40.1356	-0.1357	0.117	0.2319
Si	4.0732	4.0767	40.2013	-0.1192	0.1324	0.4253
Si	1.367	6.7923	40.1692	0.0174	-0.0821	0.248
Si	4.0569	9.5075	40.1339	0.015	-0.053	0.2838
Si	6.7858	1.3305	40.1615	0.078	-0.0137	0.2738
Si	9.5363	4.0532	40.0965	-0.072	-0.0479	0.1615
Si	6.7979	6.7776	40.109	0.0416	-0.1455	0.2093
Si	9.4757	9.5036	40.1843	-0.101	0.0045	0.408
Si	0.0289	2.7536	6.9247	0.0802	-0.0393	-0.2955
Si	2.7409	0.0305	6.9212	0.0636	-0.0509	-0.1428
Si	-0.0024	8.1731	6.9437	-0.0678	0.0275	-0.2576
Si	2.7633	5.4757	6.9548	0.0456	-0.1537	-0.4569
Si	5.4857	2.7393	6.9633	0.0671	0.0539	-0.2031
Si	8.1418	-0.0117	6.9549	0.1373	0.0653	-0.3961
Si	5.446	8.1662	6.9029	-0.0438	0.099	-0.2264
Si	8.196	5.4424	6.8745	-0.0081	0.0671	-0.3181
Si	1.4323	4.1136	8.2967	-0.0229	-0.0087	-0.1783
Si	4.1388	1.3791	8.309	-0.0142	-0.0048	-0.1858
Si	1.3884	9.54	8.2674	0.0094	0.0039	-0.1676
Si	4.1417	6.8146	8.3051	0.0113	-0.0143	-0.1915
Si	6.864	4.1564	8.2961	-0.0344	-0.0206	-0.1833
Si	9.5027	1.4293	8.2341	0.0026	-0.0167	-0.1676
Si	6.805	9.4974	8.3013	0.0157	-0.0254	-0.1887
Si	9.52	6.7876	8.2873	0.0001	0.0252	-0.1841
Si	-0.0044	0.0772	9.5157	0.0003	-0.0027	0.0032
Si	2.8857	2.844	9.6662	0.006	0.0044	-0.0155
Si	0.0593	5.4809	9.627	0.0058	-0.0059	-0.0191
Si	2.7653	8.1583	9.6239	-0.0261	-0.0005	-0.0191
Si	5.532	0.0286	9.6629	0.0132	0.0282	-0.0217
Si	8.2532	2.8494	9.6537	0.0316	0.0151	-0.0223
Si	5.5849	5.5584	9.7068	0.0082	0.0014	-0.0269
Si	8.1079	8.0856	9.684	0.0221	0.0087	-0.025
Si	1.3998	1.4625	10.7873	-0.0057	-0.0131	-0.0153
Si	4.3209	4.2394	11.1084	-0.0123	-0.0084	-0.0057
Si	1.3989	6.8106	11.0132	0.0003	0.0034	-0.0072
Si	4.1962	9.4554	10.9274	-0.0012	-0.0002	-0.0171
Si	6.8969	1.5078	10.9748	0.0026	-0.0153	-0.0079
Si	9.6541	4.1816	11.0661	0.0016	-0.0101	-0.0026
Si	6.8434	6.8063	11.3273	-0.0056	0.0051	0.002
Si	9.4896	9.564	10.7859	0.0133	0.0094	-0.0083
Si	0.2187	2.7992	12.3034	0.0066	-0.0091	0.0176
Si	2.7806	0.0521	11.9478	-0.0053	0.0147	0.0172
Si	-0.0199	8.3314	12.1612	-0.0015	0.0027	0.0159
Si	2.8392	5.5225	12.4423	0.0014	-0.0021	0.0132
Si	5.716	2.8811	12.5453	0.0013	-0.0027	0.0135
Si	8.2569	0.041	12.1906	-0.0022	0.002	0.016
Si	5.3438	8.2437	12.6555	0.006	0.0018	0.0129
Si	8.4194	5.4375	12.6732	0.0054	0.0038	0.0192
Si	1.9487	3.7044	13.6871	-0.0083	-0.0131	-0.0457
Si	4.0331	1.4262	13.2878	0.004	-0.0082	-0.0264
Si	1.3791	9.7441	13.3551	-0.0041	-0.0037	-0.0242
Si	3.447	7.3237	13.9865	-0.007	0.0032	-0.0558
Si	7.769	3.5125	14.0425	-0.0046	-0.0033	-0.0637
Si	9.9324	1.1819	13.4554	-0.0056	-0.0024	-0.0263
Si	6.3785	10.2213	13.4725	-0.0049	-0.0008	-0.0416
Si	9.6999	7.167	13.7911	0.0042	-0.0084	-0.0546
Si	-13.3171	3.6724	24.4484	-0.005	-0.0085	-0.0682
Si	-0.0546	-15.2567	16.4031	0.0021	-0.002	-0.0465
Si	4.246	6.0881	31.021	0.0101	0.0017	-0.0729
Si	-14.8913	-4.4957	18.0663	-0.004	-0.0107	-0.085
Si	13.7106	0.4512	19.7877	0.0063	0.008	-0.0806
Si	-2.6833	10.572	21.3123	0.0064	-0.0156	-0.0598
Si	-18.7702	-7.9323	18.1951	-0.0133	0.0154	-0.0898
Si	6.3567	1.8473	22.647	-0.0118	-0.0079	-0.0803
Si	-6.3888	18.6523	16.7612	-0.0091	-0.0072	-0.0683
Si	2.6945	-1.2758	28.1922	0.0079	0.0114	-0.0969
Si	-18.4879	-4.254	27.2118	0.0004	-0.0011	-0.076
Si	-8.2901	5.3466	16.2323	-0.0132	0.0109	-0.0697
Si	0.5798	3.4156	24.2369	0.0177	-0.0089	-0.0698
Si	-7.1228	-11.0336	17.0975	0.0041	-0.0178	-0.0801
Si	1.5826	4.8206	21.9937	0.017	-0.0072	-0.0597
Si	1.1338	5.2522	29.0087	-0.0007	0.003	-0.0873
Si	-7.0291	-18.6989	20.9971	-0.0122	-0.0038	-0.0841
Si	0.1005	-19.3664	17.6438	0.0019	0.016	-0.0935
Si	16.6418	2.8424	25.4506	0.0052	-0.0101	-0.0569
Si	-11.2604	14.5602	26.9945	-0.0066	-0.0024	-0.0847
Si	-0.6125	17.8224	30.8601	0.0063	0.0034	-0.0872
Si	-13.0871	7.4459	28.4726	0.001	-0.0071	-0.0763
Si	5.5325	-5.2175	25.5405	0.0064	-0.0088	-0.0718
Si	-1.347	18.3342	25.601	0.0037	-0.0091	-0.0811
Si	4.1238	8.8847	21.0984	0.0047	0.008	-0.074
Si	12.3096	18.6247	22.0204	0.0056	0.0097	-0.0684
Si	-4.1086	7.8298	20.7602	-0.0007	-0.0069	-0.0984
Si	-9.1242	0.6254	24.1585	-0.0098	0.001	-0.0677
Si	-11.126	-11.4606	22.5838	-0.0062	0.0083	-0.0611
Si	-4.3997	9.9063	16.2622	0.0085	0.0021	-0.0709
Si	-11.6995	1.166	28.6657	0.0138	0.0159	-0.0812
Si	-4.8142	17.2221	28.515	-0.003	-0.0222	-0.0724
Si	-9.4717	-4.5752	24.6222	-0.0013	-0.0016	-0.0836
Si	8.6476	8.1982	16.4089	0.0117	0.0039	-0.0467
Si	10.4784	20.5648	27.2547	0.0091	-0.0033	-0.0762
Si	-17.3603	-0.5202	23.5436	0.0042	-0.006	-0.0721
Si	-14.3627	6.5001	23.591	-0.0049	0.0135	-0.0926
Si	3.8418	22.1284	26.0872	-0.0013	0.0064	-0.076
Si	-13.0493	0.8102	31.1372	0.0037	-0.0095	-0.0815
Si	12.5405	-9.7718	15.1462	0.0003	0.0023	-0.0856
Si	1.8354	4.0328	31.3748	0.0039	0.0124	-0.0798
Si	8.5694	4.313	16.942	-0.0018	0.0083	-0.0799
Si	-0.9993	-1.2803	29.9728	0.0078	-0.0027	-0.0665
Si	-3.3563	15.1701	27.029	0.0014	-0.0169	-0.0617
Si	-0.0968	22.0392	19.9005	0.0059	0.0134	-0.092
Si	1.2373	2.0501	21.8078	0.0118	-0.0121	-0.0494
Si	-6.9043	-12.6673	30.8541	-0.0089	-0.0018	-0.0978
Si	-3.838	19.7341	30.4112	-0.002	-0.0081	-0.0735
O	-3.0776	1.8094	31.9926	-0.01	0.0196	0.0463
O	0.6313	4.5726	32.3003	-0.0145	0.011	0.0433
O	-13.3342	-3.4236	24.4207	0.017	0.0044	0.0398
O	-14.3418	18.8898	31.776	0.0202	-0.0107	0.0583
O	-11.726	11.4046	32.1101	0.0259	-0.008	0.0594
O	3.7207	10.7337	27.5972	-0.0135	-0.0196	0.0507
O	2.277	2.622	31.983	0.0035	-0.0158	0.053
O	4.709	9.1173	22.6002	0.0008	0.0137	0.0447
O	-11.6738	-1.9409	25.869	0.0035	0.0154	0.0425
O	6.65	3.9266	32.9331	0.0026	-0.0061	0.0174
O	10.8178	10.9189	29.6298	-0.0053	-0.0086	0.049
N	3.8679	9.4921	32.5036	-0.0052	0.0028	0.0621
N	9.6637	6.5303	32.4361	-0.012	-0.0043	0.059
O	-3.6613	5.1389	28.3678	-0.0076	0.0221	0.0346
O	-2.0422	17.7739	26.9651	-0.0114	0.006	0.0568
O	-0.3011	-9.6604	18.6485	-0.0036	-0.0299	0.0588
N	2.7234	2.1963	14.2392	-0.0014	-0.0012	0.0389
O	1.4009	-11.264	19.6145	-0.0078	-0.0004	0.0365
O	5.2954	6.7696	17.8106	0.016	-0.0105	0.0447
O	10.9201	6.6605	14.7785	0.0039	-0.0087	0.065
O	-10.1822	14.4484	21.4168	-0.0024	0.0074	0.0213
O	5.6349	8.5557	15.8963	-0.0053	-0.0049	0.0248
O	7.6742	3.9879	15.6135	0.0095	0.0097	0.063
O	12.6571	4.5758	15.067	0.0063	0.0153	0.0486
O	5.0515	11.1428	13.8733	0.0116	-0.0021	0.0196
N	19.1753	-0.7701	30.4871	-0.0066	0.0117	0.0428
N	-25.6193	7.7685	28.9595	0.0049	0.0244	0.0518
O	9.7366	-5.5064	16.6515	-0.0119	-0.0136	0.0183
N	-7.6118	1.1243	18.232	-0.0104	0.0073	0.0501
O	-2.0655	13.1236	14.2024	-0.0043	0.0131	0.0178
O	3.9818	-18.3279	19.4128	0.0119	-0.0006	0.0646
O	7.664	-14.7821	16.7994	-0.0138	-0.0103	0.0325
O	20.4116	3.0911	17.4443	0.0129	-0.0088	0.0284
O	0.7244	1.9205	16.2179	-0.0167	0.0139	0.0594
O	4.4406	-0.8323	25.1355	-0.0045	0.0039	0.0466
O	-0.731	7.9074	16.9772	-0.0016	0.0021	0.0367
O	-14.3257	-6.0424	18.0293	-0.0105	0.0089	0.0374
O	6.5154	13.9095	26.8885	0.0077	0.0097	0.0335
N	-20.4959	-6.0041	23.6869	-0.0092	0.0065	0.0585
O	-8.1302	0.1056	15.8283	0.0213	-0.0095	0.047
N	0.4789	0.1986	14.2114	0.0088	0.003	0.0312
O	-7.9984	-10.9551	23.2111	0.0001	0.0033	0.0336
O	-7.2184	-1.8056	17.41	-0.006	0.0134	0.0357
O	-9.6892	-1.1238	27.5689	-0.0009	0.0008	0.0283
O	20.7675	3.1552	23.858	-0.0117	0.0068	0.0319
N	3.6241	6.6926	15.6682	0.0081	-0.0011	0.0526
O	5.1178	5.8123	29.6972	-0.0227	0.0067	0.0588
O	2.3518	-2.3093	14.1093	0.0066	-0.006	0.018
N	-5.8986	-4.5784	27.0643	0.0062	0.0096	0.0479
O	-1.7077	6.5432	29.7361	0.0127	-0.0027	0.0497
O	-7.2916	-3.353	30.7961	0.0027	0.0041	0.0293
O	-8.3765	5.7208	28.3057	-0.0173	-0.0128	0.0385
O	11.1569	19.7651	21.9622	-0.0007	-0.0021	0.0225
O	20.1912	-0.403	20.0807	-0.0123	-0.0013	0.0409
O	8.7574	8.1257	14.7693	-0.0122	0.0118	0.0609
N	0.1427	-10.1092	21.5303	0.001	-0.0002	0.045
O	16.0662	7.8448	20.4801	-0.0062	0.0057	0.0404
N	1.4658	2.1546	23.5104	-0.0043	0.0072	0.0607
O	-9.5176	-7.7175	18.3641	0.0079	-0.0014	0.0293
O	-9.5199	3.8777	29.8396	0.0087	-0.0098	0.0434
O	1.0964	6.2555	21.3983	0.0016	-0.0023	0.0182
O	-14.7068	16.19	25.8695	0.0005	0.0003	0.0358
O	3.1381	-6.5192	21.7088	-0.0158	0.0136	0.0255
O	7.3745	7.0775	19.4545	0.0001	0.0241	0.0743
O	-6.9125	10.2712	20.2563	0.0071	-0.0177	0.0304
N	-3.9121	2.6519	24.1482	0.0021	0.0155	0.0464
O	-21.0446	3.4285	25.8438	-0.0127	0.005	0.058
O	-18.666	5.0177	31.349	-0.0034	-0.0063	0.0332
O	1.3822	-4.7648	17.0434	-0.0008	-0.0035	0.0251
O	-14.6043	-1.4877	20.9267	0.002	0.0093	0.0234
O	-5.426	-10.2401	23.2356	-0.0044	-0.0027	0.0275
O	-17.048	23.426	25.7602	-0.0033	-0.0011	0.0238
O	-5.5935	-8.1359	21.7363	0.027	-0.0084	0.041
O	-8.3007	6.3525	25.7611	0.0235	0.0046	0.0554
O	-3.0157	-1.3916	17.0483	0.0025	-0.0031	0.0359
O	0.4304	-11.1773	24.0251	0.0098	0.0016	0.0363
O	-6.0192	4.2135	25.1723	0.0005	0.0119	0.0226
O	-7.967	9.7596	29.7958	0.0192	-0.0073	0.0523
N	-12.8076	14.6754	26.2466	0.0129	0.0053	0.0503
O	-5.0214	28.3262	24.2055	-0.0134	-0.0079	0.039
O	-3.7391	-11.3567	14.8972	-0.0026	-0.0077	0.0511
O	5.3982	0.0475	16.8964	-0.0162	0.0074	0.0218
O	-0.3622	8.5505	31.0063	0.001	-0.0091	0.0416
O	-19.0975	-2.662	21.1665	-0.0131	-0.0081	0.033
O	-13.6396	5.0318	23.5789	0.0026	-0.0062	0.0289
N	-19.0715	12.6423	20.9357	-0.0123	0.012	0.0465
O	-7.5448	4.1137	17.0492	0.0059	-0.0327	0.0492
O	5.2157	6.0619	32.2969	0.0099	-0.0133	0.0413
O	-7.7051	-2.7288	27.7002	-0.002	0.0113	0.0342
O	-12.7375	-0.6772	22.667	0.0089	-0.0031	0.0346
O	-1.9187	12.5581	29.7482	-0.0129	-0.0089	0.0468
O	10.7287	13.378	28.0798	-0.0023	-0.0206	0.0484
O	-3.4337	12.0101	21.6418	-0.013	0.0157	0.0319
O	-8.5807	11.5728	25.6603	0.0132	-0.0036	0.0417
O	4.0346	12.1082	33.1241	-0.0068	0	0.0076
O	5.5362	9.4246	30.4499	-0.0082	0.0039	0.0272
O	-9.1016	-14.2623	23.5898	-0.0005	-0.0145	0.0502
O	-21.7641	5.0053	27.8675	0.0141	0.0143	0.0497
O	9.8017	-10.6055	27.3122	-0.0012	0.0035	0.0355
O	-0.0533	6.5302	25.2846	-0.0168	0.0077	0.0322
N	-1.1707	8.7954	28.4972	-0.0098	0.0038	0.0466
O	-10.1467	-4.5488	30.1707	-0.0094	0.012	0.0353
O	7.2649	7.0274	22.0723	0.01	-0.0211	0.069
O	1.252	9.7401	32.9581	-0.0028	-0.0045	0.0122
H	0.5335	2.2099	41.0681	0.2691	-0.4628	-0.1783
H	2.1722	0.5634	41.0681	-0.2907	0.2246	-0.3132
H	3.2789	4.9251	41.1337	0.3706	-0.2667	-0.2187
H	4.9172	3.2776	41.1337	-0.3827	0.1643	-0.2796
H	2.2126	5.995	41.1016	-0.3554	0.2632	-0.2698
H	0.5486	7.6175	41.1016	0.2548	-0.2512	-0.3006
H	3.2639	10.3571	41.0663	0.2274	-0.3308	-0.2745
H	4.893	8.7002	41.0663	-0.3524	0.2158	-0.2508
H	5.9976	2.1846	41.094	0.2335	-0.3123	-0.3076
H	7.6118	0.5129	41.094	-0.3591	0.2982	-0.2606
H	8.7294	4.8895	41.0289	0.1995	-0.3294	-0.2755
H	10.3823	3.2563	41.0289	-0.3827	0.3155	-0.2605
H	5.9872	7.6103	41.0415	0.2525	-0.2949	-0.2968
H	7.6384	5.9749	41.0415	-0.3254	0.2503	-0.2284
H	10.3207	8.7056	41.1167	-0.2571	0.2485	-0.2841
H	8.6655	10.3368	41.1167	0.1892	-0.4819	-0.2196
H	-0.817	3.5505	5.9922	0.473	-0.1561	0.2754
H	0.8195	1.9017	5.9922	-0.2687	0.3435	0.2621
H	1.8928	0.8251	5.9888	0.3481	-0.2429	0.3011
H	3.5339	-0.8192	5.9888	-0.1759	0.3743	0.2789
H	0.816	7.3479	6.0112	-0.3234	0.2248	0.269
H	-0.8474	8.9711	6.0112	0.346	-0.2489	0.2549
H	3.5577	4.6274	6.0224	-0.2764	0.3128	0.2176
H	1.9177	6.273	6.0224	0.3958	-0.1467	0.2682
H	4.6417	3.5384	6.0308	0.3007	-0.2402	0.281
H	6.2739	1.8852	6.0308	-0.1757	0.4498	0.2438
H	8.952	-0.8449	6.0225	-0.2094	0.3793	0.2487
H	7.3158	0.8059	6.0225	0.2024	-0.4298	0.237
H	6.2567	7.3335	5.9704	-0.2231	0.309	0.3021
H	4.6099	8.9735	5.9704	0.2829	-0.2863	0.2632
H	7.3555	6.2451	5.9421	0.3384	-0.1977	0.266
H	9.0029	4.606	5.9421	-0.314	0.324	0.263

Results
free energy: -148975.704 eV
free energy less fixed offsets of H -15.71, N -386.36, O -570.45, Si -639.56 eV per atom: 5.016 eV

The program warned: the cutoff lies below the one the program advises for these potential files; the forces do not sum to zero within the program's tolerance; empty levels may hold ghost states of the PAW files; the exchange-correlation potential is rough where the density is thin.
